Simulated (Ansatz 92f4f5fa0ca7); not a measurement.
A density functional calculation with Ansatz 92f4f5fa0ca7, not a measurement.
Periodic cell of 223 atoms, Si131O90As2, from a study of silicon, its oxide and their interface. The atomic structure is a simulated model.
Doubt: the cutoff is far below the 930 eV that the study's wrapper takes by default for these files, so forces and energies are approximate.

Settings: functional PBE; potential files Ansatz PAW; basis plane waves; wave-function cutoff 580 eV; density cutoff ratio 5; exchange-correlation grid ratio 1; k mesh 1 x 1 x 1, Gamma-centred; self-consistency stop 5e-08 eV per atom in the density residual; occupations fixed; spin none; net charge 0.

Cell vectors (angstrom)
a  10.938  0  0
b  0  10.938  0
c  0  0  32.1988

Atoms: element, x, y, z (angstrom)
Si  10.592  0.2241  24.8545
Si  5.7427  10.677  24.7429
Si  2.4817  2.914  24.635
Si  8.427  2.4649  24.82
Si  0.2769  5.1656  24.7503
Si  5.1571  5.7473  24.6811
Si  2.9364  8.0048  24.5941
Si  7.9426  8.4311  24.727
Si  1.3323  1.3807  26.0321
Si  6.8478  1.311  26.1148
Si  4.0462  4.106  25.9796
Si  9.6072  4.0613  26.0801
Si  1.3997  6.8259  25.9945
Si  6.7698  6.8491  26.0215
Si  4.1026  9.5342  25.9945
Si  9.4718  9.5666  26.1357
Si  2.7294  -0.009  27.3456
Si  8.1645  -0.0214  27.5451
Si  0.01  2.7177  27.4822
Si  5.4408  2.7459  27.3576
Si  2.7287  5.4658  27.4214
Si  8.1853  5.4695  27.3553
Si  -0.0031  8.1814  27.3688
Si  5.4388  8.1969  27.4431
Si  4.0841  1.3698  28.7397
Si  9.5726  1.357  28.8351
Si  1.3637  4.114  28.8059
Si  6.8263  4.0979  28.742
Si  4.091  6.8204  28.7984
Si  9.5583  6.8258  28.7481
Si  1.3685  9.5614  28.7397
Si  6.7868  9.5505  28.8439
Si  0.0162  -0.018  30.1511
Si  5.4397  0.0199  30.1544
Si  2.7348  2.7339  30.1432
Si  8.1923  2.7448  30.146
Si  -0.013  5.4789  30.1478
Si  5.476  5.4615  30.1438
Si  2.7251  8.206  30.1414
Si  8.2061  8.1916  30.1497
Si  1.3673  1.3673  31.515
Si  6.8362  1.3673  31.515
Si  4.1018  4.1018  31.515
Si  9.5708  4.1018  31.515
Si  1.3673  6.8362  31.515
Si  6.8362  6.8362  31.515
Si  4.1018  9.5708  31.515
Si  9.5708  9.5708  31.515
Si  2.7345  0  0.6835
Si  8.2035  0  0.6835
Si  0  2.7345  0.6835
Si  5.469  2.7345  0.6835
Si  2.7345  5.469  0.6835
Si  8.2035  5.469  0.6835
Si  0  8.2035  0.6835
Si  5.469  8.2035  0.6835
Si  4.1037  1.3732  2.0596
Si  9.5698  1.3572  2.0651
Si  1.3389  4.1377  2.0185
Si  6.839  4.1009  2.061
Si  4.078  6.8689  2.0224
Si  9.5674  6.836  2.0494
Si  1.3787  9.5673  2.0521
Si  6.8296  9.584  2.0606
Si  0.0197  -0.0185  3.4136
Si  5.46  -0.0009  3.467
Si  2.749  2.8314  3.3257
Si  8.1951  2.7128  3.4574
Si  -0.0019  5.4811  3.4315
Si  5.4354  5.5122  3.3352
Si  2.7606  8.2282  3.4438
Si  8.2109  8.2104  3.4004
Si  1.4321  1.4187  4.6621
Si  6.8989  1.2636  4.8619
As  4.2855  4.0006  4.7843
Si  9.6025  4.0564  4.7956
Si  1.4044  6.8396  4.7849
Si  6.8033  6.8488  4.7247
Si  4.1564  9.5463  4.8789
Si  9.6092  9.5096  4.7985
Si  2.8013  0.124  6.0769
Si  8.2534  -0.1161  6.2725
Si  0.0696  2.662  6.1184
As  6.3514  1.8551  7.1205
Si  2.8379  5.4643  6.0144
Si  8.1093  5.3912  6.0299
Si  0.0309  8.1519  6.1618
Si  5.5567  8.1673  6.2741
Si  3.9875  1.4913  7.6643
Si  9.8379  1.1271  7.5046
Si  1.7829  3.7967  7.2619
Si  6.6755  4.2602  7.5475
Si  4.3903  6.5203  7.4945
Si  9.3558  6.8605  7.3642
Si  1.169  9.9152  7.2987
Si  7.2096  9.1722  7.6991
O  8.3437  8.0029  7.9717
O  3.0153  2.8181  7.781
O  9.5243  1.3512  24.2649
O  4.0554  6.8655  24.1186
O  0.0486  0.0066  7.9847
O  5.4229  5.287  7.9396
O  6.8516  9.5659  24.1971
O  1.3685  4.0554  24.1626
O  3.7988  7.2379  8.8904
O  1.1359  4.4104  8.6317
O  9.8742  5.952  8.6496
O  2.1932  9.3673  8.4654
O  7.5048  3.983  8.9666
O  4.2608  0.9502  9.2197
O  6.7695  9.5446  9.2441
O  9.1864  1.8434  8.8437
O  7.7115  3.1486  23.5127
O  10.4994  5.841  23.4414
O  5.0975  0.4364  23.4072
O  5.8641  5.0887  23.3495
O  3.1072  2.204  23.2708
O  2.2963  8.7157  23.2275
O  8.6151  7.7456  23.3857
O  0.2384  10.3483  23.571
Si  4.3955  1.5655  22.4708
Si  3.5113  7.9026  14.0353
Si  7.1301  0.9612  14.656
Si  0.9486  9.3515  22.5178
Si  1.1719  4.2845  11.862
Si  6.2825  8.9555  15.3186
Si  0.7408  1.3382  12.2981
Si  8.6398  4.9395  20.509
Si  0.3878  5.667  9.3192
Si  5.1433  3.1196  17.9811
Si  0.929  3.7446  16.7662
Si  10.431  2.8375  19.2349
Si  5.2753  1.1551  10.5174
Si  0.9121  0.1682  19.8433
Si  6.6638  9.4153  10.8846
Si  9.3693  9.6663  18.3203
Si  9.4261  9.2085  12.5714
Si  6.5748  3.8414  22.5793
Si  2.445  8.0401  9.3596
Si  10.6198  7.3533  17.0803
Si  2.5467  6.2719  16.5918
Si  10.1978  4.4751  14.2161
Si  6.1688  9.1761  18.5171
Si  8.0014  2.5972  9.694
Si  8.955  2.1225  12.5032
Si  5.3675  6.2386  18.0779
Si  3.9493  0.5449  19.4762
Si  4.2454  3.8288  12.1263
Si  5.5617  6.5617  12.1457
Si  8.0408  2.4956  17.2286
Si  4.378  2.4863  15.004
Si  1.5841  1.1985  15.272
Si  1.6093  9.3813  12.029
Si  8.0739  6.8313  13.8693
Si  10.4099  9.8172  15.4851
Si  9.8089  7.009  22.5487
Si  8.1305  5.4734  17.4047
O  6.0723  7.8979  11.2703
O  6.0441  9.1892  16.9001
O  7.7277  1.3312  13.1891
O  1.0112  1.74  13.8536
O  9.4351  6.2666  16.879
O  6.7816  6.1829  13.1454
O  5.1593  4.6611  18.638
O  9.2708  2.1468  18.2666
O  2.394  0.0923  19.0748
O  9.4334  10.2129  16.7578
O  2.7801  4.4443  11.7292
O  5.0945  10.3132  19.1089
O  9.4803  3.1552  13.6231
O  0.4835  1.7558  19.9683
O  3.2075  1.332  15.1446
O  8.1878  5.362  19.0178
O  3.9229  6.6004  17.4048
O  4.6349  3.2666  16.424
O  9.0583  5.6268  14.3216
O  5.4539  2.755  22.1296
O  10.7432  4.2142  15.7113
O  0.3816  3.8594  18.3002
O  10.4536  10.5152  19.2045
O  9.6645  9.9878  14.0304
O  10.9041  8.1223  22.0918
O  1.1928  2.1573  16.5243
O  9.7467  3.737  20.4182
O  8.1717  4.0199  16.678
O  -0.0062  9.0775  11.8999
O  6.6319  2.4267  18.0534
O  5.5677  10.629  11.2626
O  7.7807  9.5824  18.841
O  10.089  0.9852  12.1113
O  1.1958  7.0505  9.1017
O  0.6021  4.7566  13.3194
O  5.7439  7.6147  18.9897
O  5.2422  5.0334  11.5642
O  2.7385  6.9585  15.1253
O  0.9406  2.7114  11.4524
O  0.8824  10.6786  15.5425
O  2.4578  8.57  10.8932
O  4.6306  2.3686  11.442
O  4.1825  3.5577  13.7648
O  2.2682  4.6553  16.524
O  10.7496  8.2348  15.703
O  6.9125  10.2982  14.6738
O  2.3649  8.9188  13.4184
O  8.0224  1.5058  15.925
O  4.1508  6.9727  12.8605
O  4.2155  2.0049  18.7524
O  7.3006  4.4093  21.2538
O  8.5872  2.9805  11.1702
O  1.2022  6.829  17.3632
O  5.6856  1.6337  14.684
O  8.1521  9.7086  11.605
O  9.215  6.278  21.23
O  9.0083  7.6722  12.8605
O  1.7011  0.0868  11.8641
O  6.6616  6.1297  17.0598
O  7.4229  7.8044  15.0273
O  1.2351  10.2766  21.2148
O  10.0731  8.193  18.36
O  3.9615  0.8288  21.0905
O  0.3219  5.276  10.8831
O  6.746  1.6104  9.9958
O  4.7942  8.6824  14.6905

Results
free energy: -144176.593 eV
free energy less fixed offsets of As -4856.12, O -568.88, Si -635.61 eV per atom: -0.243 eV

Forces (eV/angstrom), in the order of the atoms: element, x, y, z
Si  -0.0012  0.0072  -0.007
Si  -0.0043  -0.0029  0.0034
Si  -0.006  -0.0026  -0.0067
Si  0.0021  0.0015  0.0041
Si  -0.0051  -0.0008  0.002
Si  0.0051  0.0053  -0.0044
Si  0.003  0.0056  -0.0042
Si  -0.008  -0.0004  -0.006
Si  -0.0041  0.0027  0.0078
Si  0.0061  -0.0048  0.001
Si  0.0005  0.0012  0.0061
Si  0.0041  -0.0054  0.0027
Si  0.0009  -0.0033  -0.001
Si  -0.0029  0.0005  0.0052
Si  0.0041  -0.0024  0.0035
Si  -0.0018  0.0038  0.0076
Si  0.0014  -0.0004  0.0023
Si  -0.0003  0.0066  -0.0209
Si  -0.0019  0.0004  -0.0189
Si  0.004  -0.0042  0.0039
Si  -0.0029  0.0008  -0.0086
Si  0.0017  0.0022  0.002
Si  0.0015  -0.0008  0.0042
Si  0.0025  0.0039  -0.0132
Si  -0.0096  0.0008  -0.0014
Si  0.0073  -0.0017  0.0117
Si  0.0029  0.0018  0.0118
Si  0.0009  0.0083  -0.0017
Si  0.0048  -0.0011  0.0105
Si  -0.0045  -0.0013  -0.0022
Si  0.0008  0.004  -0.0027
Si  -0.0042  -0.0089  0.0128
Si  -0.0043  0.0023  0.0036
Si  0.0071  -0.0019  0.0057
Si  -0.0009  -0.0018  0.0002
Si  0.0006  -0.0053  0.0092
Si  0.0032  -0.0013  -0.0015
Si  -0.0006  0.0047  0.0007
Si  0.0003  -0.0036  0.001
Si  -0.0003  0.0043  0.0025
Si  0.0824  -0.0416  -0.0054
Si  -0.0531  0.0875  -0.0416
Si  0.0623  -0.0701  -0.013
Si  -0.0993  0.035  -0.0382
Si  -0.0649  0.0622  -0.0818
Si  0.0447  -0.1093  0.0271
Si  -0.1027  0.0615  -0.0289
Si  0.0419  -0.0823  0.0006
Si  0.0209  0.006  0.0794
Si  -0.0266  0.0224  0.0187
Si  -0.1564  -0.0982  -0.0121
Si  0.1304  -0.0786  0.0839
Si  -0.1236  0.1981  -0.2469
Si  0.0402  -0.0905  0.0592
Si  0.091  -0.0902  0.0713
Si  0.069  0.1742  -0.0837
Si  0.0116  -0.0006  -0.0332
Si  -0.0203  0.0015  -0.0048
Si  -0.0079  0.0921  0.0027
Si  -0.0014  -0.0026  -0.0254
Si  -0.0866  0.0067  0.0028
Si  -0.0049  0.0107  -0.0136
Si  -0.0101  0.0092  -0.0131
Si  0.0017  0.0219  -0.0043
Si  -0.0152  0.0219  0.0049
Si  0.0369  -0.0109  0.0458
Si  0.0712  -0.1241  0.094
Si  -0.0113  -0.0715  0.0502
Si  -0.0169  0.006  0.031
Si  0.1392  -0.063  0.0567
Si  -0.0034  0.0225  0.0313
Si  -0.0261  0.0049  0.0034
Si  0.0005  -0.0463  -0.0072
Si  0.1513  -0.063  0.1419
As  0.0055  -0.0342  -0.0055
Si  0.0283  0.0035  -0.0182
Si  -0.0123  0.0027  -0.1217
Si  0.0292  -0.018  -0.0099
Si  -0.0224  -0.0346  -0.0081
Si  0.0155  0.0034  0.021
Si  -0.0456  0.0253  -0.0305
Si  0.1186  -0.146  -0.1387
Si  -0.0305  0.0102  0.0239
As  -0.8562  0.5517  -0.7991
Si  0.0584  -0.0491  0.1467
Si  -0.015  0.0585  -0.0155
Si  0.0238  -0.0165  -0.0032
Si  -0.0002  0.0185  0.0129
Si  0.1608  0.0191  0.2341
Si  0.0771  -0.1176  -0.0802
Si  0.0337  -0.0403  -0.0089
Si  -0.0252  -0.0075  0.2126
Si  0.0402  -0.0179  0.015
Si  -0.0096  0.0237  0.0652
Si  -0.018  0.0153  0.0769
Si  0.0921  -0.0376  -0.0518
O  0.011  -0.0188  -0.0068
O  0.0146  -0.0837  0.0055
O  0.0006  -0.0028  0.0004
O  -0.0013  -0.0037  0.0057
O  0.0225  -0.005  0.0071
O  0.0642  -0.02  -0.0243
O  0.0027  0.001  0.0041
O  0.0045  0.0005  0.0046
O  -0.0002  -0.0271  -0.013
O  0.0327  -0.0039  -0.0269
O  -0.0011  -0.0159  -0.0237
O  0.0004  -0.0186  -0.0131
O  0.0657  -0.072  0.0789
O  0.0418  -0.0248  0.1081
O  -0.0215  0.0213  0.0593
O  -0.0007  0.0434  0.0866
O  -0.001  0.0002  0.0037
O  0.0008  0.0001  0.0037
O  -0.0002  0.002  0.0039
O  -0.0012  0.0008  0.0078
O  0.0001  0.0017  0.0092
O  0.0011  -0.0015  0.0065
O  0.0007  0.0021  0.0107
O  0.0006  0.0001  0.0102
Si  0.0015  -0.0015  -0.0146
Si  -0.0017  -0.0049  -0.0045
Si  -0.0066  0.0024  0.0104
Si  0.0017  -0.0004  -0.0156
Si  0.0076  0.008  0.0075
Si  -0.0019  -0.0017  -0.0055
Si  0.0152  0.0003  0.0031
Si  0.0003  0.0004  -0.0187
Si  0.0045  0.021  0.0379
Si  0.0006  0.001  -0.0115
Si  0.0013  0.0017  -0.015
Si  0.0001  0  -0.0158
Si  -0.1844  -0.019  -0.0341
Si  0.0005  0.0006  -0.0187
Si  0.0093  -0.0242  0.0009
Si  0.0001  0.0008  -0.0141
Si  0.0198  -0.0088  0.0153
Si  0.0015  -0.0011  -0.0143
Si  -0.0199  0.0114  0.0237
Si  0  -0.0003  -0.0115
Si  0.0001  -0.0011  -0.0099
Si  0.0041  0.0048  -0.0012
Si  0.0003  -0.0004  -0.0123
Si  0.1066  0.1503  0.1161
Si  0.0248  0.0005  0.0469
Si  0.0007  0.0005  -0.0124
Si  0.0013  0.0014  -0.0193
Si  -0.0104  0.0304  0.0068
Si  -0.0104  -0.0129  0.0138
Si  -0.0017  0.0032  -0.01
Si  0.0018  -0.0007  -0.0006
Si  0.0011  0.0021  -0.0104
Si  -0.0001  0.0035  0.0021
Si  0.0009  -0.0021  0.0006
Si  0.0004  -0.0007  -0.0063
Si  0.0025  -0.0011  -0.0143
Si  -0.0003  -0.0005  -0.0152
O  0.0051  0.0253  -0.0085
O  0.0008  0  0.0054
O  0.0025  0.0039  -0.0117
O  0.0039  -0.0035  -0.0031
O  -0.0008  0.0028  0.0069
O  -0.0006  -0.0004  0.0026
O  -0.0015  0.0009  0.0117
O  0.001  0.001  0.0099
O  -0.0005  0.0006  0.0109
O  0.0006  0.0004  0.0054
O  0.0031  -0.0056  -0.0003
O  -0.0002  0.0017  0.01
O  -0.0019  -0.0091  -0.001
O  0  0.0012  0.0113
O  -0.0003  0.002  0.012
O  0.0006  0.0009  0.0104
O  -0.0012  0.0017  0.0098
O  0.0037  -0.0025  0.0038
O  -0.0043  -0.0016  0.0057
O  -0.0007  0.001  0.0078
O  0.0003  0.0072  0.0017
O  -0.0003  0.0004  0.011
O  0.0007  0.0015  0.0106
O  -0.0047  -0.003  0.0002
O  0.0004  0.0002  0.0085
O  -0.0029  0.0018  0.004
O  -0.0001  0.0013  0.0111
O  0.0019  -0.0004  0.0087
O  -0.0055  -0.0017  0.0042
O  0.0034  0.0025  0.01
O  0.0286  0.042  -0.0202
O  -0.0004  0.0005  0.0094
O  -0.014  0.0079  -0.0043
O  -0.0056  -0.0127  -0.0183
O  -0.0083  -0.0046  0.0001
O  0.0013  0.001  0.0108
O  -0.0026  -0.0092  0.0015
O  0.0004  0.0015  0.0062
O  -0.0015  0.0001  -0.0036
O  -0.0008  0.0024  0.0043
O  0.0028  -0.009  -0.0042
O  0.04  -0.0432  -0.0255
O  0.0017  -0.0009  -0.0003
O  0.0013  0  0.0112
O  0.0016  0.0005  0.0082
O  0.0001  0.0042  0.0039
O  -0.0026  -0.0006  0.0033
O  -0.0057  -0.0031  0.0011
O  0.002  0.0008  0.0021
O  0.0011  -0.0004  0.0113
O  -0.0006  0.0013  0.01
O  -0.0412  -0.0384  -0.0457
O  -0.0007  -0.0011  0.0081
O  -0.0011  0.005  -0.0001
O  -0.0298  0.0071  -0.0196
O  -0.0006  0.0003  0.01
O  -0.0023  0.0055  -0.0011
O  -0.0007  0.0013  -0.0007
O  0.0004  -0.0007  0.0097
O  -0.0008  0.0001  0.0049
O  -0.0002  0.0001  0.0118
O  0.0005  0  0.0085
O  -0.0008  0.0002  0.0127
O  -0.0036  -0.0046  -0.0067
O  0.0123  0.0438  -0.1399
O  -0.0003  0.0014  0.0053

The program warned: the cutoff lies below the one the program advises for these potential files; the forces do not sum to zero within the program's tolerance; the exchange-correlation potential is rough where the density is thin.
